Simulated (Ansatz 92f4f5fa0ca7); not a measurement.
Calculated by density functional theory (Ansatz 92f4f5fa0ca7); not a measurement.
Periodic cell of 196 atoms, Si117O79, from a study of silicon, its oxide and their interface. The atomic structure is a simulated model.

Settings
functional: r2SCAN
potential files: Ansatz norm-conserving
basis: plane waves
wave-function cutoff: 1300 eV
density cutoff ratio: 4
exchange-correlation grid ratio: 1
k mesh: 2 x 2 x 1, shifted by 0.5 0.5 0.5 of a step
self-consistency stop: 5e-08 eV per atom in the density residual
occupations: Fermi-Dirac, 0.05 eV
spin: none
net charge: 0

Cell vectors (angstrom)
a  11.5403  0  0
b  0  11.5403  0
c  3.3562  2.3118  26.5073

Atoms and the computed forces on them: element, x, y, z (angstrom), force x, y, z (eV/angstrom)
Si  -2.3735  3.6178  -1.8161  -0.011  0.2491  -0.6451
Si  9.6627  1.7008  -0.5062  -0.0619  -0.7466  -0.0837
Si  9.7467  10.1049  -0.7882  -0.1214  -0.3701  -0.4814
Si  2.0723  1.5215  -0.3949  -0.4453  0.49  -0.2704
Si  2.0569  4.379  -1.4618  -0.273  -0.0283  -0.4109
Si  2.4766  10.6793  -0.8033  -0.1568  -0.4251  0.3842
Si  5.8737  1.4279  -0.2956  0.0452  0.101  -0.7841
Si  5.6793  6.4043  -0.3591  -0.0195  -0.0853  -0.3802
Si  5.7923  8.7948  -0.4065  0.1447  -0.0987  -0.5054
Si  0.1088  1.7765  0.8027  -0.0068  -0.0891  0.2142
Si  1.404  5.4944  0.6053  -0.0081  0.0743  -0.0235
Si  0.355  9.6338  0.3377  -0.0725  0.3793  -0.4132
Si  3.9707  1.934  0.9025  0.1334  0.1844  0.2257
Si  4.1225  3.8541  2.2161  0.0335  0.0186  -0.0305
Si  3.9921  9.6334  0.8539  -0.0835  -0.0834  0.2126
Si  7.848  1.7067  0.9085  -0.0224  -0.2461  0.2593
Si  7.8189  5.4781  0.4221  0.0211  -0.2064  -0.5837
Si  7.8981  9.4405  0.5984  0.0618  0.1836  -0.0365
Si  0.3974  3.779  1.9916  -0.1097  0.0611  0.0409
Si  0.4468  7.5909  1.6952  0.1331  -0.1788  -0.2595
Si  0.2116  11.3259  2.0445  0.0304  0.1124  0.0665
Si  3.8163  5.8189  1.0091  -0.0416  0.1142  0.5238
Si  4.0181  7.7411  2.2787  -0.2265  0.0418  0.2505
Si  4.1054  11.4966  2.2131  0.1647  -0.1941  0.2726
Si  7.8931  3.7585  2.024  0.1347  -0.093  0.199
Si  8.1394  7.4406  1.8314  0.0089  0.2106  0.1658
Si  7.9093  11.2711  2.145  -0.0996  0.0134  0.033
Si  9.9166  3.8158  3.3118  0.0688  0.0169  -0.0378
Si  10.0412  7.5339  3.2467  -0.1481  -0.0523  -0.1333
Si  9.8656  11.3375  3.4647  0.0082  -0.071  -0.0005
Si  2.1765  3.7508  3.4814  0.1356  -0.0712  0.2379
Si  2.0376  7.678  3.4614  0.3019  -0.1162  0.0812
Si  2.1162  11.4049  3.4566  -0.0296  0.035  -0.0618
Si  6.0767  3.7749  3.4834  -0.0429  0.0188  0.0631
Si  6.1799  7.5872  3.3222  -0.0241  -0.069  -0.116
Si  6.0461  11.3675  3.5385  -0.0297  0.2149  -0.0743
Si  9.8951  1.8468  4.7035  0.0353  0.0621  -0.0948
Si  9.9381  5.6886  4.7562  -0.0287  -0.0393  0.0365
Si  9.9275  9.3959  4.798  0.1024  0.0788  -0.1356
Si  2.1936  1.8104  4.7514  0.0406  -0.0299  0.1133
Si  2.1439  5.7201  4.7683  -0.1802  -0.1094  0.0714
Si  2.0915  9.5284  4.8751  -0.0087  0.0048  0.0549
Si  6.0252  1.8152  4.7667  0.1459  -0.0481  0.0583
Si  6.106  5.7271  4.7856  -0.0484  -0.0143  -0.0033
Si  6.1846  9.422  4.8346  -0.0182  0.0963  0.005
Si  0.3016  13.4129  6.0759  -0.0141  0.1058  -0.1207
Si  0.2778  5.6976  6.1967  0.0625  -0.0611  -0.067
Si  0.1991  9.4843  6.3038  0.0178  0.0294  0.1077
Si  4.1058  13.3712  6.1129  -0.0394  -0.064  -0.0218
Si  4.118  5.7404  6.0506  0.0444  0.0251  -0.0083
Si  4.1586  9.4925  6.0092  -0.0743  -0.1794  0.0503
Si  7.939  13.3286  6.0789  0.0231  0.1773  -0.1301
Si  8.0165  5.6784  6.1955  0.0689  0.037  -0.1045
Si  8.0959  9.4198  6.3028  -0.105  -0.001  0.1461
Si  0.2651  3.7565  7.5183  0.0466  -0.0916  0.0484
Si  0.3176  7.5244  7.6935  -0.0829  -0.0239  0.0668
Si  0.2147  11.554  7.4726  0.1089  -0.018  -0.0889
Si  4.0617  3.8198  7.3981  -0.0239  -0.026  -0.0243
Si  4.1776  7.6481  7.4201  0.0288  -0.0529  0.0065
Si  4.1668  11.3765  7.3765  -0.0695  0.0965  -0.0515
Si  7.9126  3.6734  7.4696  -0.0527  -0.0007  0.0804
Si  8.1005  7.4756  7.743  0.0841  -0.0682  0.114
Si  8.0498  11.4901  7.5496  0.0081  0.0178  -0.0189
Si  9.8516  3.155  8.6939  -0.0368  0.1035  0.0998
Si  10.0437  7.0048  9.1751  -0.1617  -0.2054  -0.3202
Si  9.9425  12.2643  8.7807  0.0965  -0.2888  0.4715
Si  2.2139  3.957  8.9032  0.1962  0.3307  0.0612
Si  2.3591  7.7582  8.8804  0.0532  -0.004  0.1564
Si  2.2151  11.5978  8.6948  0.1546  -0.0492  0.062
Si  5.9204  3.6862  8.8397  0.0409  0.0299  0.0495
Si  6.0276  7.502  8.8864  -0.2258  -0.201  -0.0521
Si  6.0534  11.3859  8.7998  -0.2753  0.1295  -0.1361
Si  10.4488  11.8706  11.8791  -0.1191  -0.0462  0.2041
Si  9.7529  4.8092  10.332  -0.5614  -0.143  -0.1568
Si  10.4463  7.8028  11.3549  0.3522  -0.0156  0.4225
Si  2.8363  13.5153  9.9279  -0.6886  -0.3254  0.4409
Si  2.9883  5.9314  10.2383  -0.7124  0.3495  0.3531
Si  2.3486  9.8024  10.1725  -0.1502  -0.138  -0.0928
Si  5.2153  13.2567  9.9984  0.6847  0.135  0.3566
Si  5.3112  5.5738  10.1315  0.5918  -0.0553  0.2866
Si  6.0769  9.4556  10.1558  0.603  -0.1988  0.457
Si  1.0493  13.9741  12.5222  0.1044  -0.0509  0.1169
Si  -0.5872  4.9215  12.3035  0.3542  -0.0687  0.608
Si  0.6165  9.3687  11.7477  0.2788  0.1706  0.4167
Si  5.1289  11.914  12.6805  0.2537  0.4165  0.4347
Si  2.78  7.6364  12.914  -0.2368  -0.1588  0.1278
Si  4.2873  9.9185  11.5837  -0.3404  -0.5729  0.2784
Si  8.035  10.9644  13.5983  0.1834  0.0255  0.4176
Si  7.3134  5.4966  12.2915  -0.1217  0.0032  0.2835
Si  8.3373  8.4304  12.1746  -0.1288  -0.0775  0.4555
Si  2.5885  7.3425  15.919  0.0124  -0.0065  0.275
Si  5.6436  8.3565  22.6236  0.1663  -0.0156  -0.3045
Si  5.0093  5.9836  20.7475  0.0623  -0.0465  -0.0768
Si  11.5751  2.9333  18.8547  -0.0492  -0.0347  -0.172
Si  2.8617  14.3404  17.5311  -0.0119  0.0132  0.0308
Si  1.1798  9.2849  20.8317  0.1564  0.3995  -0.1594
Si  8.8083  4.0549  14.4407  -0.1261  -0.3148  0.343
Si  8.5764  1.3996  15.6361  0.0667  0.0971  0.0608
Si  13.0294  11.5356  22.7139  0.0365  -0.087  -0.1903
Si  9.4573  4.9072  17.4433  -0.0182  0.034  0.0467
Si  8.0492  7.8635  24.2151  0.2803  0.1132  -0.3426
Si  12.1494  7.0621  20.5484  -0.2092  -0.236  -0.237
Si  10.1004  6.1824  22.5432  -0.1294  0.4106  -0.3395
Si  14.4692  12.8997  14.7159  0.0166  -0.018  0.2656
Si  2.4079  10.5008  16.5006  -0.0294  0.0109  0.0512
Si  4.2432  5.6627  17.904  -0.0189  0.0702  -0.1309
Si  14.0734  5.3023  22.3439  0.0472  0.0608  -0.4238
Si  15.3795  10.4516  21.3642  0.0401  -0.0875  -0.1106
Si  11.4828  10.0593  18.0357  -0.0324  -0.0306  -0.0135
Si  11.584  7.0482  17.4778  -0.0437  -0.0004  0.021
Si  4.2689  11.8756  18.6182  0.0212  0.0197  -0.0174
Si  6.734  4.5905  18.7989  0.1625  -0.0102  -0.0102
Si  6.9408  1.5959  18.0389  -0.0233  0.0483  -0.0943
Si  0.6716  14.4315  21.8863  0.1016  0.0056  -0.3097
Si  7.9822  13.0465  24.5738  0.4957  -0.3773  -0.2192
Si  9.4481  15.1466  23.2419  0.2012  0.1254  -0.4567
Si  9.7487  0.7781  18.1756  0.0106  0.0446  -0.0569
O  8.857  4.9015  -0.8201  -0.3042  0.145  0.4177
O  3.7036  4.3889  -1.6639  -0.3029  0.1044  -0.0813
O  10.211  11.6435  10.2948  -0.0384  0.3234  -0.2979
O  11.4942  10.7341  12.3904  -0.0879  -0.1447  -0.1535
O  11.1287  13.3004  12.2424  0.0078  -0.1366  -0.1198
O  8.9771  11.7471  12.5329  0.1575  -0.0732  -0.013
O  8.2485  4.9692  11.0627  0.1322  0.0552  -0.0662
O  2.13  13.4507  11.4359  0.1636  0.0276  -0.1623
O  2.6386  6.4291  11.8123  0.2723  -0.05  -0.3454
O  1.454  8.6  12.9486  0.1015  0.018  -0.3979
O  6.4705  11.3293  13.4121  -0.1929  0.0544  -0.23
O  5.672  13.0169  11.5869  -0.4244  -0.0919  -0.2536
O  5.7991  5.3903  11.7228  -0.0008  0.1615  -0.2826
O  7.5092  9.2321  11.0221  -0.2952  0.1931  -0.2317
O  3.5491  13.3319  18.6041  0.0044  -0.1198  -0.1522
O  9.1851  7.3007  23.2256  -0.0165  -0.3227  0.0087
O  9.7102  11.7034  -1.2108  0.0303  0.3219  0.3009
O  11.2535  8.6117  17.3976  0.0936  0.0437  0.1063
O  7.1052  8.7567  23.2181  -0.1085  -0.3502  0.2634
O  13.8934  6.0617  23.7816  -0.0999  0.0717  -0.0504
O  2.6163  11.3745  15.1642  0.0705  0.1527  0.0608
O  16.6004  9.7719  22.1506  -0.1671  -0.113  -0.0259
O  13.2782  6.1248  21.2004  0.0623  -0.2142  0.3758
O  8.7147  11.5651  24.5165  0.0003  0.2926  0.4398
O  5.6458  7.3523  21.3393  -0.0766  0.0583  0.3334
O  8.9275  13.7033  25.8051  -0.3153  0.1694  -0.5029
O  1.0464  12.8628  21.9002  -0.0163  0.0022  0.2084
O  10.8944  1.4765  19.0663  -0.0999  0.0854  -0.0957
O  3.7889  6.7691  16.8371  -0.232  -0.0508  -0.0549
O  -0.4292  6.5483  12.2953  -0.1861  0.2914  -0.3547
O  2.9052  6.9683  14.3828  -0.0258  0.1716  -0.2001
O  0.6294  10.0275  19.4939  0.0069  -0.1093  0.0544
O  10.5251  3.9099  18.1219  -0.011  -0.0055  0.0602
O  10.1289  4.5621  13.6768  0.1644  0.1346  -0.5176
O  1.6453  13.5569  13.9722  0.0022  0.0265  -0.3922
O  3.3847  4.3066  17.7273  0.0647  0.0213  0.063
O  6.5149  2.9874  18.7279  0.109  0.0217  -0.0871
O  2.5208  8.9427  16.129  -0.0328  -0.0574  -0.0373
O  14.6246  11.3877  22.4459  -0.162  -0.2035  -0.1413
O  8.8499  4.4394  16.0168  0.0509  -0.0399  -0.1911
O  1.1785  6.6675  16.3838  0.1265  0.1773  0.0005
O  8.7719  2.4261  14.405  -0.0152  0.1733  0.1412
O  12.4715  10.8888  17.0569  0.1205  -0.1774  0.0689
O  8.3304  9.3758  13.51  -0.1439  0.0706  -0.4314
O  4.0921  5.2506  21.8806  -0.1775  0.1494  0.0046
O  10.0229  10.7336  18.1377  0.2352  0.2035  -0.0062
O  10.6607  6.7685  21.1391  0.1551  -0.292  0.2871
O  12.8191  2.8085  17.834  0.0556  0.0016  0.1698
O  6.2576  5.0405  20.2885  -0.2613  0.1455  -0.1494
O  9.8316  1.4164  16.6715  -0.3264  -0.1116  0.1265
O  7.5009  4.6361  13.6654  0.1924  0.1353  -0.3893
O  9.4298  15.9031  24.6921  -0.036  -0.1998  0.2184
O  8.2536  5.0445  18.5131  -0.0821  -0.1628  -0.0712
O  4.0599  8.6107  12.6211  -0.0389  0.1805  -0.214
O  10.1931  6.3082  17.1641  0.1822  -0.0956  0.1224
O  11.9651  3.4198  20.3524  0  -0.1585  0.3323
O  0.7975  4.0431  12.411  -0.0701  0.018  -0.0814
O  15.764  12.7777  13.745  0.0904  -0.1987  -0.1738
O  13.4463  3.7981  22.4516  -0.1525  0.1043  0.0506
O  9.2194  16.3841  22.2082  0.2239  -0.0259  0.3546
O  3.5174  10.8323  17.6374  -0.1249  0.1519  -0.0241
O  7.2429  1.8368  16.4584  0.2668  -0.1267  0.1264
O  5.7907  0.4862  18.1211  -0.087  0.1576  0.0518
O  4.3576  11.3333  20.1279  -0.1806  -0.0509  0.0708
O  12.1384  6.6933  18.9591  -0.0005  0.1133  0.1321
O  7.6331  7.0448  12.6532  -0.0315  -0.1585  -0.3312
O  3.2101  13.8227  16.029  -0.0803  -0.1554  -0.0739
O  12.8133  11.6022  24.3112  0.0719  0.2835  0.2043
O  10.8935  14.5259  22.8283  -0.1433  0.1617  0.1674
O  11.3552  5.8803  23.5336  0.1994  -0.0821  0.251
O  8.3158  13.9615  23.238  0.0438  0.0841  0.4834
O  1.7359  2.7599  -1.5142  0.4301  0.0049  0.1292
O  8.4626  -0.1151  15.0915  -0.1589  0.193  -0.3281
O  1.4536  5.2954  -2.6889  0.2696  -0.1835  -0.0129
O  14.3668  9.2977  20.8075  -0.1965  0.3229  0.224
O  12.2551  10.2116  22.1183  0.4107  0.1515  -0.1046
O  5.8131  5.3171  17.6698  -0.1472  -0.1228  0.3236
O  4.1015  6.2619  19.4151  0.2045  -0.1471  0.12
O  8.2708  1.0312  18.7805  0.0412  0.1116  -0.2359

Results
free energy: -50450.837 eV
free energy less fixed offsets of O -463.61, Si -117.95 eV per atom: -25.497 eV
pressure: -1.27 GPa
stress xx, yy, zz, yz, xz, xy (GPa, positive in tension): 1.2, 1.33, 1.27, 0.15, 0.22, -0.44
